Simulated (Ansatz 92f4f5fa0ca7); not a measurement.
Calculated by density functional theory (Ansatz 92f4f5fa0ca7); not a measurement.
Periodic cell of 228 atoms, Si140O88, from a study of silicon, its oxide and their interface. The atomic structure is a simulated model.
This geometry differs little from another in the collection (a relaxation step or a small displacement).

Settings
functional: r2SCAN
potential files: Ansatz PAW
basis: plane waves
wave-function cutoff: 800 eV
density cutoff ratio: 5
exchange-correlation grid ratio: 1
k mesh: 1 x 1 x 1, shifted by 0.5 0.5 0 of a step
self-consistency stop: 1e-10 eV per atom in the density residual
occupations: fixed
spin: none
net charge: 0

Cell vectors (angstrom)
a 10.888 0 0
b 0 10.888 0
c 0 0 33.6505

Atoms: element, x, y, z (angstrom)
Si -0.2483 0.3047 0.04
Si 3.0061 2.4749 0.0603
Si -0.2569 5.5853 -0.0436
Si 2.9149 7.8452 -0.0189
Si 5.0854 0.1163 0.0949
Si 8.3903 2.526 0.1738
Si 5.1365 5.6254 0.2197
Si 8.5247 7.9099 0.1169
Si 1.366 1.3818 1.3693
Si 4.0429 4.0328 1.5023
Si 1.3334 6.7236 1.3088
Si 3.9452 9.4741 1.403
Si 6.7427 1.3089 1.3224
Si 9.5539 4.0822 1.4401
Si 6.8228 6.8117 1.3535
Si 9.6462 9.4992 1.3887
Si 0.0524 2.7492 2.772
Si 2.638 -0.0372 2.7661
Si 0.0811 8.1422 2.7494
Si 2.6457 5.3988 2.7739
Si 5.4704 2.6863 2.7727
Si 8.1594 -0.0421 2.6821
Si 5.4463 8.1851 2.7095
Si 8.14 5.4308 2.751
Si 1.3442 4.0794 4.1803
Si 4.0611 1.3288 4.0817
Si 1.358 9.5014 4.1616
Si 4.0829 6.7904 4.0531
Si 6.8148 4.0626 4.1234
Si 9.5255 1.348 4.0467
Si 6.8022 9.5266 4.0862
Si 9.5271 6.8078 4.0735
Si -0.0252 -0.0023 5.4557
Si 2.7306 2.7019 5.471
Si -0.0253 5.4567 5.4771
Si 2.7609 8.1537 5.4618
Si 5.4406 -0.004 5.4454
Si 8.1942 2.7104 5.4496
Si 5.4362 5.4406 5.4438
Si 8.164 8.1651 5.442
Si 1.3528 1.3535 6.8198
Si 4.0849 4.0821 6.8075
Si 1.3707 6.8098 6.801
Si 4.1025 9.5245 6.8236
Si 6.805 1.3661 6.789
Si 9.5247 4.083 6.8311
Si 6.8039 6.8053 6.8077
Si 9.5107 9.5324 6.8103
Si 0.0083 2.7313 8.1837
Si 2.7307 0.0015 8.1714
Si 0.0125 8.1767 8.144
Si 2.7255 5.45 8.1561
Si 5.4595 2.7354 8.1491
Si 8.1557 0.0157 8.1553
Si 5.4609 8.1761 8.1837
Si 8.1674 5.4528 8.1781
Si 1.3714 4.1107 9.5266
Si 4.1029 1.384 9.5072
Si 1.3621 9.5235 9.5131
Si 4.082 6.8079 9.5169
Si 6.8005 4.0902 9.5224
Si 9.5076 1.3741 9.5181
Si 6.8223 9.554 9.532
Si 9.551 6.8284 9.5132
Si -0.0226 -0.01 10.845
Si 2.752 2.7575 10.8592
Si 0.0174 5.4795 10.8916
Si 2.7211 8.1655 10.8777
Si 5.4696 0.0457 10.8818
Si 8.1595 2.7443 10.8908
Si 5.4541 5.4631 10.8737
Si 8.2058 8.2013 10.8719
Si 1.3453 1.3762 12.1234
Si 4.1033 4.1162 12.2495
Si 1.3652 6.8349 12.2874
Si 4.107 9.5416 12.1813
Si 6.8197 1.3961 12.2903
Si 9.5144 4.1315 12.2233
Si 6.8445 6.8323 12.191
Si 9.5396 9.5485 12.2801
Si -0.0008 2.7189 13.482
Si 2.693 0.0187 13.448
Si -0.0047 8.1908 13.673
Si 2.7564 5.4741 13.6225
Si 5.4637 2.7898 13.6397
Si 8.1884 0.0276 13.6562
Si 5.512 8.2093 13.5207
Si 8.1777 5.5155 13.6053
Si 1.3411 4.0495 14.8512
Si 4.0143 1.3656 14.8117
Si 1.3938 9.6093 14.9201
Si 4.1784 6.874 14.8983
Si 6.8203 4.1895 15.0118
Si 9.5713 1.4248 14.9521
Si 6.8243 9.5323 14.9901
Si 9.5047 6.8547 15.0693
Si 0.2702 0.293 16.2704
Si 2.4721 2.4823 16.1725
Si -0.1957 5.1627 16.1998
Si 3.0398 8.4779 16.1396
Si 5.1572 -0.1678 16.1225
Si 8.4377 3.0256 16.2514
Si 5.6974 5.8071 16.3514
Si 7.9364 8.0263 16.4576
Si 3.7015 -15.2507 28.948
Si 2.154 -2.3756 30.6028
Si 17.5407 1.0033 21.1471
Si 2.4545 22.1279 24.2266
Si -4.2073 -1.6938 31.68
Si 1.9822 5.7433 23.3615
Si -6.6347 14.8099 18.4095
Si 14.0938 11.1564 29.5579
Si -19.7329 1.4308 26.9885
Si -15.745 -3.0852 27.6954
Si 10.9765 3.95 22.0661
Si 12.0322 3.7113 31.4655
Si 6.3326 6.4216 30.1432
Si -16.4313 24.1704 29.5651
Si 26.2009 4.5491 24.0012
Si 2.7167 -6.9823 28.7609
Si -14.1943 -11.7539 29.0278
Si 29.3466 -2.9913 25.1526
Si 6.291 24.362 24.8081
Si 10.0846 9.6916 21.6644
Si -11.8206 9.2771 18.4871
Si -14.2915 23.6326 27.4839
Si -4.1458 -6.8859 31.6923
Si -3.5513 19.9542 22.5588
Si 6.4791 12.6192 18.3214
Si 2.2366 5.2029 20.4624
Si 20.9565 41.962 26.1481
Si 23.0344 6.9902 18.2294
Si -0.3451 9.6241 29.1154
Si 12.1405 -2.1237 23.763
Si -6.3839 1.889 22.6852
Si -22.025 12.193 23.2596
Si -11.8902 23.1981 26.0376
Si 6.631 6.3101 22.9408
Si 22.3678 0.9345 30.8859
Si 18.7437 3.6624 22.4641
O 5.5717 9.9802 -1.0986
O -15.7276 -8.1485 -2.6823
O -2.0199 8.2029 -7.5758
O 0.3518 4.9129 -1.4239
O -9.0391 6.528 -14.0104
O -27.9544 0.8881 -4.0932
O 0.474 12.2741 -6.9841
O 2.3853 14.1478 -1.2347
O 4.3259 3.4983 -10.9095
O 4.0876 3.3494 -4.2811
O 13.4923 9.6312 -9.5483
O 17.7649 17.6878 -4.9878
O 4.0855 6.7424 -0.3813
O 41.642 9.2162 -4.4317
O 9.5281 6.7393 -0.4802
O 7.7643 13.2542 -16.0697
O 7.0131 0.8876 19.587
O 10.8973 -1.5771 27.5561
O -1.0958 1.949 24.4916
O -16.122 4.6944 32.647
O -7.7383 11.9915 22.9993
O -4.0778 17.7889 16.9026
O 14.9891 -1.2875 16.6969
O 0.5854 -1.7765 22.2983
O 0.1344 13.337 31.2363
O 18.1229 -1.7178 24.185
O 13.6166 5.6986 21.9185
O 7.6991 6.6112 24.1535
O 4.9108 5.2009 17.6534
O 13.3408 7.7076 17.4387
O -2.3392 8.7606 17.8133
O 1.3828 1.3992 16.7627
O -3.9815 10.4566 21.8609
O 3.0162 16.2318 28.0941
O -14.541 16.0961 30.716
O -8.6159 -7.9731 27.5741
O 0.3682 -0.0128 32.1941
O 20.7332 0.3036 22.2692
O -4.4079 -1.5996 28.115
O 24.3315 33.0064 28.0728
O 17.9778 5.0392 22.0405
O -12.3684 1.3339 33.3668
O -14.2834 3.37 24.0305
O 0.6882 5.6867 17.4676
O 0.4902 2.4256 22.3874
O -16.9645 5.9111 29.9611
O 16.4934 12.3942 23.8156
O -11.2777 21.4106 17.6109
O -1.5117 -6.8906 22.0655
O 9.3843 10.7619 25.9854
O -6.4419 7.5794 27.9671
O -1.3163 -6.7874 16.7678
O -9.1617 7.2432 23.8025
O 2.27 -2.5202 32.2127
O 26.9845 -4.9928 23.5834
O 22.6453 11.3657 24.036
O 41.6197 13.2512 26.9946
O 40.1345 13.1831 21.6938
O -5.4318 13.7915 18.7807
O 7.9888 -18.3767 32.5011
O 22.3585 4.9486 23.239
O -4.3869 7.7224 22.1219
O 21.9492 19.8244 24.9478
O -21.9541 22.073 29.5976
O -5.6992 -7.1535 25.1864
O 7.8229 11.4227 28.3165
O -4.6616 -14.0194 31.0725
O -12.8954 8.7542 22.1794
O 0.8659 4.3372 20.6928
O 2.859 22.8424 25.6245
O 6.6959 -9.1786 26.0833
O -9.2153 4.1217 29.9887
O 15.96 34.0267 21.2783
O -10.2549 -2.0716 30.1199
O -15.2909 13.5869 28.4381
O 20.848 9.7355 20.0447
O 3.2033 3.1806 17.4395
O 13.8253 4.9909 24.4336
O 7.027 10.2426 30.5161
O -13.7795 -2.0309 32.5462
O -8.7062 -9.829 30.5419
O 24.3247 7.1545 29.8602
O -16.0426 11.5583 17.3804
O 14.3129 4.3928 19.7188
O 3.215 9.6324 30.0805
O 4.068 12.1938 33.1937
O 6.3375 7.5718 26.1434
O -10.8306 8.024 18.3998

Results
free energy: -139742.050 eV
free energy less fixed offsets of O -570.45, Si -639.56 eV per atom: -4.050 eV

Forces (eV/angstrom), in the order of the atoms: element, x, y, z
Si 0.0035 0.0004 -0.0169
Si -0.0033 0.0002 -0.018
Si 0.0014 -0.0001 -0.0164
Si -0.0024 0.0045 -0.0204
Si 0.0006 -0.0016 -0.014
Si -0.0026 0.0043 -0.0146
Si 0.0015 -0.0105 -0.0164
Si 0.0024 0 -0.0134
Si 0.0024 0.0016 0.0002
Si -0.0013 0.001 0.0037
Si -0.0014 -0.0009 0.0011
Si -0.0001 -0.0001 0.0022
Si -0.0005 -0.0007 0.0032
Si -0.0005 0.0013 0.0033
Si 0.0007 0.0009 -0.0009
Si -0.0006 -0.0007 0.0031
Si -0.0011 -0.0001 -0.0015
Si 0.0013 0.0019 -0.0008
Si -0.0001 -0.0002 -0.0009
Si 0.0012 -0.0005 -0.0014
Si -0.0012 -0.0008 -0.0015
Si 0.0007 0.0017 -0.003
Si -0.0011 0.0006 -0.001
Si 0.0015 0.0002 -0.001
Si 0 0.0004 0.0009
Si 0.0003 0.0003 -0.0012
Si 0.0003 -0.0001 0.0007
Si -0.0002 0.0005 -0.0009
Si -0.0002 0.0004 0.0012
Si -0.0003 0.0002 -0.001
Si 0.0004 0.0001 -0.0005
Si 0.0003 -0.0004 -0.0012
Si 0.0002 -0.0001 -0.0013
Si 0 0.0004 -0.0018
Si 0.0003 0.0003 -0.0015
Si -0.0016 0.0003 -0.0012
Si 0.0004 0.0002 -0.0011
Si -0.0003 -0.0001 -0.0006
Si 0.0006 -0.0003 -0.0008
Si 0.0001 0.0013 -0.001
Si 0.0001 0.0004 -0.0017
Si 0.0002 0.0003 -0.0008
Si 0.0004 0.0008 -0.0012
Si -0.0001 0.0009 -0.0015
Si 0.0005 0.0006 -0.0009
Si 0 0.0007 -0.001
Si 0.0001 0.0004 -0.0015
Si 0 0.0008 -0.001
Si 0.0003 0.0003 -0.0009
Si 0.0005 0.0006 -0.0011
Si 0.0001 0.0006 -0.0015
Si -0.0001 0.0003 -0.0011
Si 0 0.0005 -0.0012
Si 0.0002 0.0006 -0.0013
Si 0 0.0009 -0.001
Si 0.0004 0.0002 -0.0007
Si 0.0004 0.0002 -0.0011
Si -0.0002 0.0004 -0.001
Si 0 0.0012 -0.0013
Si 0.0001 0.0007 -0.0008
Si 0.0003 0.0005 -0.0011
Si 0.0002 0.0009 -0.0008
Si -0.0003 0.0005 -0.0008
Si -0.0002 0.0003 -0.0009
Si -0.0004 -0.0005 -0.0026
Si 0.001 0 -0.0018
Si 0.0001 0.0017 -0.0001
Si -0.001 -0.0001 -0.0003
Si -0.0001 0.0019 -0.0003
Si -0.0016 0.0002 -0.0001
Si -0.0008 -0.0012 -0.0008
Si 0.0013 0.0002 -0.0007
Si 0.0004 0.0007 -0.0002
Si -0.0004 0.0002 -0.0025
Si 0.0002 0.0003 0.0004
Si -0.0007 0.0016 0.0012
Si 0.0003 0.0001 0.0002
Si 0.0004 0.0002 -0.0012
Si -0.0002 0.0006 0.0006
Si -0.0002 0.0007 -0.0007
Si -0.0001 0.0003 0.0001
Si -0.002 -0.0003 -0.0031
Si -0.0003 0.0009 0
Si 0 -0.0003 -0.0027
Si -0.0008 0.0005 -0.0027
Si -0.0005 -0.0004 -0.0024
Si 0.0014 0.0008 -0.0018
Si -0.0003 0.0015 0
Si 0.0004 0.0007 0.0033
Si 0.0015 0.0026 0.006
Si -0.0015 -0.0008 0.005
Si -0.0006 -0.0008 0.0048
Si -0.0019 -0.0008 0.0027
Si -0.002 -0.001 0.0015
Si 0.0013 0.0019 0.0052
Si 0 0.0003 0.0035
Si 0.0005 0.0061 -0.0336
Si -0.0042 -0.0013 -0.0306
Si -0.005 0.0009 -0.0236
Si 0.0062 0.0034 -0.0327
Si -0.0019 -0.0053 -0.0233
Si 0.004 0.0028 -0.0314
Si 0.0045 0.0036 -0.0317
Si -0.0025 -0.0024 -0.0305
Si 0.0032 -0.0024 0.0148
Si -0.0026 0.0008 0.0053
Si -0.0003 -0.0002 0.0006
Si 0.0052 0.0031 0.0235
Si -0.0018 0.0001 -0.0154
Si -0.005 0.0069 0.0129
Si 0.0088 -0.0008 -0.0344
Si -0.0042 0.0034 0.0058
Si 0.0134 0.0016 0.0331
Si -0.0025 0.0002 0.0265
Si -0.002 -0.0149 0.0093
Si 0.0007 0.0012 -0.0111
Si 0.0026 0.0003 0.0018
Si 0.0008 0.0039 0.0096
Si -0.0012 -0.0021 0.0151
Si 0.0035 0.0016 0.0128
Si 0.0022 -0.002 0.0149
Si -0.0086 -0.002 0.0326
Si 0.0079 -0.0066 0.0338
Si -0.0026 -0.002 0.0079
Si -0.015 0.003 -0.0566
Si -0.0022 -0.0084 0.0328
Si -0.0013 -0.0056 -0.0095
Si -0.0011 0.0015 0.0176
Si -0.003 0.0085 -0.0391
Si 0.0026 0.0052 -0.0216
Si 0.0048 0.0019 0.0322
Si -0.0016 -0.0093 -0.042
Si 0.0023 0.0028 0.0117
Si -0.0013 0.0022 0.0189
Si -0.0097 -0.0085 0.0072
Si 0.0042 0.0018 0.0132
Si 0.0012 -0.0037 0.0299
Si 0.003 0.001 0.0162
Si -0.0001 0.0018 -0.0018
Si 0.0026 0.0022 0.0066
O -0.0056 0.0068 0.0161
O 0.0015 0.0028 -0.0097
O -0.0033 -0.003 -0.0142
O -0.0044 0.0064 0.0154
O 0.0067 -0.0116 0.0299
O -0.003 0 -0.0038
O -0.0136 -0.0037 -0.0186
O 0.0067 -0.0064 0.0144
O -0.0001 -0.0053 -0.0039
O 0.0077 -0.0063 -0.0166
O -0.0012 -0.0013 -0.0074
O -0.0019 0.0005 -0.0048
O 0.0001 0.0007 0.0025
O 0.0005 -0.0021 -0.0031
O -0.0008 0.0006 0.0082
O -0.0155 -0.0101 0.0321
O 0.0062 -0.0081 0.0184
O -0.0057 0 -0.0146
O 0.0026 -0.0008 -0.0164
O -0.0082 0.0094 0.022
O 0.0146 0.0046 -0.0094
O -0.0006 -0.0001 0.0134
O 0.0002 0.0008 0.0131
O 0.0016 0.0021 -0.0047
O -0.0007 -0.0038 -0.0028
O 0.0013 0.002 -0.0097
O 0.0009 0.0004 -0.002
O -0.0043 -0.0007 -0.0137
O -0.0117 -0.0122 0.0324
O 0.0042 -0.0141 0.0296
O 0.0131 0.011 0.0329
O 0.0014 0.0012 0.0138
O -0.0019 0.0012 -0.0034
O -0.002 0 -0.0082
O 0.0002 -0.0026 -0.001
O -0.0171 -0.002 -0.0176
O -0.0036 0.0012 0.0165
O 0.0009 0.0048 -0.0021
O -0.0038 -0.0035 -0.0129
O -0.0021 0.007 -0.0046
O 0.0006 -0.0063 -0.0063
O -0.0027 -0.0025 -0.0005
O -0.0014 0.0035 -0.0107
O 0.0081 0.0097 0.0297
O -0.0123 0.017 -0.0001
O -0.0059 0.0039 0.0015
O -0.0034 0.0002 -0.0104
O -0.0074 -0.0033 0.0304
O 0.0039 0.0019 -0.0002
O 0.0003 0.0098 -0.0166
O 0.0016 0.0028 -0.0067
O 0.0001 0.0013 0.011
O 0.0003 -0.0122 -0.0084
O 0.0047 -0.0046 0.0193
O 0.0012 -0.0016 -0.0064
O -0.0173 0.0063 -0.0173
O 0.0026 -0.002 -0.0129
O -0.0088 -0.0001 -0.003
O -0.0011 0.0023 0.0035
O 0.0017 -0.0024 0.017
O -0.0014 -0.0052 -0.0105
O -0.0032 -0.0016 -0.0095
O 0.0061 -0.0056 -0.0163
O 0.0004 0.0001 0.0021
O -0.0043 0.0016 -0.0134
O 0.0012 0.005 -0.0121
O -0.0011 -0.0007 0.0017
O 0.0075 0.0027 -0.0044
O -0.0052 -0.0022 0.004
O -0.0011 -0.0074 -0.0196
O 0.002 0.0039 -0.0242
O -0.0014 -0.0037 0.0034
O 0.0035 0.0005 0.0006
O 0.0002 -0.0012 -0.0038
O 0.0017 -0.0036 -0.0084
O -0.0008 0.0074 0.046
O 0.0119 0.0107 0.0295
O 0.0004 -0.0001 -0.0075
O 0.0004 -0.0023 -0.0028
O 0.0082 -0.0017 0.0168
O 0.0021 -0.0058 0.0005
O -0.0007 0 -0.002
O 0.0072 0.0141 0.0298
O -0.0078 0.0074 0.0136
O 0 -0.0013 0.0017
O -0.0011 0.0012 0.0045
O 0.0096 0.0027 -0.021
O -0.0023 0.0003 0.0104

The program warned: the cutoff lies below the one the program advises for these potential files; the forces do not sum to zero within the program's tolerance; empty levels may hold ghost states of the PAW files; the exchange-correlation potential is rough where the density is thin.
